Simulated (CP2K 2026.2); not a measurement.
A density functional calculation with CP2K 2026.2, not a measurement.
Periodic cell of 552 atoms, Si316O236, from a study of silicon, its oxide and their interface. The atomic structure is a simulated model.
Doubt: the forces sum to 2.68 eV/angstrom along one axis rather than to zero, so they err by at least 0.0049 eV/angstrom per atom on average; the grid cutoff is modest.

Settings
functional: PBE
method: Gaussian and plane waves
basis set: DZVP-MOLOPT-SR-GTH
pseudopotentials: GTH-PBE
grid cutoff: 350 Ry, relative cutoff 50 Ry
k points: Gamma only
occupations: fixed
spin: none
net charge: 0

Cell vectors (angstrom)
a	16.3305	0	0
b	0	16.3305	0
c	0	0	34.8909

Atoms and the computed forces on them: element, x, y, z (angstrom), force x, y, z (eV/angstrom)
Si	0.139	15.904	0.204	0.012	0.167	0.72
Si	2.168	2.937	34.747	0.429	-0.259	0.789
Si	0.056	5.3	0.066	-0.142	0.296	0.759
Si	3.002	7.929	0.122	-0.116	0.104	0.834
Si	16.071	11.122	0.096	0.096	-0.227	0.784
Si	2.394	13.751	0.165	0.133	0.025	0.713
Si	5.71	15.914	34.76	-0.091	0.203	0.799
Si	8.425	2.465	0.287	0.025	-0.106	0.703
Si	5.149	5.651	0.056	0.093	-0.266	0.803
Si	7.752	8.18	0.093	0.245	0.024	0.73
Si	5.784	10.632	0.071	-0.172	0.039	0.745
Si	7.967	13.676	34.744	0.214	-0.066	0.809
Si	10.615	0.295	34.785	0.189	-0.159	0.777
Si	13.249	3.245	34.69	0.226	-0.385	0.736
Si	11.032	5.531	0.129	-0.286	-0.023	0.681
Si	13.232	8.315	0.202	0.29	0.036	0.744
Si	11.051	10.515	0.116	-0.091	0.162	0.834
Si	13.917	13.374	0.211	-0.242	0.022	0.778
Si	1.256	1.317	1.304	-0.002	-0.004	-0.065
Si	3.96	3.956	1.155	-0.066	-0.013	-0.027
Si	1.318	6.833	1.332	0.001	-0.031	-0.062
Si	4.135	9.533	1.389	0.014	-0.01	-0.073
Si	1.272	12.22	1.501	-0.001	-0.006	-0.07
Si	4.09	14.922	1.292	0.013	-0.01	-0.037
Si	6.787	1.181	1.321	-0.04	-0.024	-0.018
Si	9.564	4.154	1.415	0.019	0.018	-0.022
Si	6.651	6.736	1.51	-0.05	-0.015	-0.034
Si	9.447	9.354	1.363	-0.034	-0.016	-0.059
Si	6.902	12.197	1.376	-0.008	0.026	-0.06
Si	9.523	14.933	1.165	-0.014	0.011	-0.07
Si	12.267	1.453	1.136	0.027	0.027	-0.044
Si	14.858	4.101	1.334	-0.005	-0.011	-0.062
Si	12.175	6.848	1.639	-0.004	0.004	-0.047
Si	14.926	9.496	1.343	-0.029	0.004	-0.078
Si	12.209	12.197	1.319	-0.007	-0.036	-0.059
Si	15.015	14.829	1.657	-0.012	-0.03	-0.025
Si	16.216	2.676	2.672	0.033	0.023	0.006
Si	2.745	0.016	2.655	-0.016	-0.021	-0.015
Si	16.317	8.185	2.709	-0.005	-0.005	0.014
Si	2.682	5.376	2.632	0.016	0.012	0.022
Si	0.015	13.511	2.987	0.017	-0.024	0.045
Si	2.725	10.862	2.732	0.012	0.004	0.01
Si	5.389	2.65	2.573	0.007	-0.002	-0.023
Si	8.183	16.211	2.679	0.025	0.018	0.023
Si	5.395	8.175	2.84	-0.005	0.013	0.046
Si	8.122	5.412	2.768	0.034	0.012	-0.004
Si	5.435	13.542	2.678	0.002	0.018	0.01
Si	8.219	10.835	2.741	0.011	-0.013	0.014
Si	10.965	2.75	2.692	-0.002	-0.021	0.02
Si	13.561	0.051	2.634	-0.033	0.039	-0.019
Si	10.751	8.146	2.893	-0.007	0.012	0.052
Si	13.613	5.446	2.808	0.03	0.006	0.023
Si	10.862	13.612	2.619	-0.021	-0.015	-0.022
Si	13.577	10.863	2.738	0.005	0	0.038
Si	1.311	4.048	4.005	-0.013	0.001	-0.008
Si	4.081	1.356	4.043	0	0.01	0.008
Si	1.35	9.515	4.092	-0.004	0.003	-0.004
Si	4.011	6.75	4.079	-0.014	0.024	-0.022
Si	1.433	14.98	4.116	-0.009	0.007	-0.001
Si	4.086	12.226	4.088	0.02	0.005	0.009
Si	6.741	4.007	4.023	-0.061	-0.01	0.023
Si	9.543	1.338	4	-0.019	0.016	-0.027
Si	6.814	9.529	4.132	-0.011	-0.027	-0.014
Si	9.431	6.756	4.199	-0.009	-0.005	0.024
Si	6.802	14.903	4.052	0.014	0.002	-0.021
Si	9.556	12.245	4.055	0.002	-0.007	-0.008
Si	12.256	4.073	4.138	-0.023	-0.033	-0.008
Si	14.914	1.338	4.071	-0.001	0.005	0.018
Si	12.205	9.533	4.128	0.009	0.011	-0.013
Si	14.991	6.822	4.101	-0.004	-0.013	0.006
Si	12.209	14.99	3.995	0.026	0.007	0
Si	14.909	12.161	4.206	-0.008	-0.009	0.008
Si	0.001	16.329	5.415	-0.006	0.002	-0.008
Si	2.703	2.725	5.388	-0.006	0.013	0.007
Si	0.022	5.438	5.415	0.015	-0.016	-0.007
Si	2.697	8.144	5.451	-0.01	-0.003	0.004
Si	16.326	10.836	5.514	0.012	0.006	0.011
Si	2.773	13.609	5.475	0.005	-0.003	0.012
Si	5.467	16.318	5.398	-0.002	-0.018	-0.011
Si	8.155	2.68	5.387	0.031	0.01	-0.003
Si	5.422	5.417	5.409	0.011	0.001	-0.016
Si	8.124	8.169	5.529	0.008	0.021	0.007
Si	5.446	10.886	5.471	0.005	-0.006	0.006
Si	8.161	13.569	5.418	-0.017	-0.008	-0.016
Si	10.876	16.32	5.406	0.015	0.006	-0.021
Si	13.612	2.71	5.464	0.016	0.022	0.018
Si	10.86	5.415	5.494	0.003	0.011	0.011
Si	13.593	8.156	5.455	0.009	-0.005	-0.005
Si	10.881	10.917	5.476	-0.002	0.005	0.017
Si	13.554	13.631	5.43	-0.018	0.021	-0.006
Si	1.362	1.368	6.763	-0.016	-0.008	0.004
Si	4.061	4.089	6.775	-0.003	0.014	0
Si	1.354	6.792	6.807	-0.006	0.009	-0.007
Si	4.071	9.518	6.812	0	-0.012	-0.005
Si	1.38	12.245	6.82	-0.012	0.004	0.004
Si	4.148	14.971	6.811	-0.001	0.001	0.007
Si	6.82	1.337	6.789	-0.014	-0.005	0.003
Si	9.486	4.045	6.815	-0.005	-0.013	0.004
Si	6.75	6.787	6.831	-0.012	0.001	-0.006
Si	9.515	9.552	6.842	-0.007	-0.009	0.003
Si	6.822	12.24	6.819	0.02	0.013	-0.001
Si	9.516	14.949	6.759	-0.018	-0.017	-0.011
Si	12.243	1.343	6.789	0.013	0.016	0.005
Si	14.983	4.101	6.772	0.01	-0.008	-0.005
Si	12.224	6.812	6.825	0	-0.019	0.005
Si	14.957	9.477	6.854	-0.003	-0.009	0.007
Si	12.22	12.281	6.83	-0.008	-0.003	-0.005
Si	14.966	14.965	6.775	-0.001	-0.008	-0.01
Si	0.011	2.744	8.113	0.016	0.033	-0.002
Si	2.759	0.023	8.113	0.004	-0.002	-0.008
Si	0.014	8.129	8.198	-0.009	-0.03	0.007
Si	2.738	5.476	8.165	-0.005	0.003	0.003
Si	0.002	13.617	8.15	-0.008	0.004	0.006
Si	2.741	10.893	8.201	-0.007	-0.001	-0.005
Si	5.454	2.748	8.117	-0.008	0.012	-0.012
Si	8.19	16.292	8.149	0.017	-0.012	0
Si	5.419	8.174	8.2	0.007	-0.003	0.007
Si	8.14	5.446	8.179	0.005	-0.001	-0.008
Si	5.5	13.608	8.19	0.016	0.014	0.007
Si	8.17	10.915	8.217	-0.008	-0.004	-0.003
Si	10.893	2.702	8.159	-0.017	-0.008	-0.004
Si	13.623	0.001	8.146	-0.005	-0.008	0.005
Si	10.874	8.194	8.197	0.015	0.017	-0.003
Si	13.629	5.456	8.139	0.012	0.002	-0.001
Si	10.835	13.614	8.179	0.015	0.015	0.002
Si	13.581	10.884	8.154	0.02	0.014	0
Si	1.357	4.107	9.47	-0.015	-0.015	-0.009
Si	4.103	1.407	9.476	0.003	-0.006	-0.019
Si	1.384	9.499	9.548	0.011	-0.008	-0.011
Si	4.06	6.843	9.582	-0.038	-0.004	0.021
Si	1.403	15.001	9.468	0.002	0.01	-0.017
Si	4.127	12.269	9.555	-0.004	-0.014	-0.005
Si	6.776	4.097	9.543	-0.013	0.005	-0.002
Si	9.559	1.311	9.507	0.017	0.015	-0.018
Si	6.787	9.562	9.546	-0.004	-0.006	-0.006
Si	9.506	6.822	9.539	-0.014	-0.003	0.003
Si	6.876	14.938	9.566	0.015	-0.023	0.017
Si	9.519	12.268	9.614	-0.006	-0.002	0.015
Si	12.287	4.085	9.484	-0.015	-0.001	-0.016
Si	14.999	1.39	9.48	0.005	-0.001	-0.004
Si	12.208	9.583	9.57	-0.019	0.018	-0.005
Si	14.96	6.799	9.548	-0.011	-0.018	0.011
Si	12.226	14.977	9.479	0.008	0.001	-0.012
Si	14.974	12.215	9.483	0	0.008	-0.001
Si	0.109	0.097	10.812	-0.001	0.015	0.02
Si	2.737	2.793	10.822	0.001	0.009	-0.01
Si	16.307	5.386	10.868	0.007	-0.012	0.011
Si	2.725	8.199	11.005	0.008	0.009	0.038
Si	0.002	10.86	10.856	-0.015	0.005	-0.009
Si	2.76	13.672	10.859	-0.003	0.013	0.039
Si	5.508	0.058	10.786	-0.02	0.038	-0.02
Si	8.202	2.703	10.805	0	-0.029	-0.021
Si	5.41	5.475	10.936	-0.001	-0.026	-0.005
Si	8.15	8.225	10.898	0.019	-0.003	-0.004
Si	5.454	10.904	10.965	-0.025	-0.001	0.03
Si	8.194	13.594	11.048	-0.007	0.024	0.016
Si	10.92	16.306	10.917	0.009	0.009	0.013
Si	13.614	2.7	10.865	0.008	0.003	-0.015
Si	10.957	5.475	10.826	0.004	-0.005	0.002
Si	13.621	8.238	10.863	0.012	-0.01	-0.021
Si	10.872	10.934	11.019	0.008	-0.013	0.042
Si	13.579	13.584	10.768	-0.024	-0.027	-0.007
Si	1.449	1.49	12.252	0.001	-0.021	-0.008
Si	3.997	4.127	12.282	-0.019	0.012	-0.004
Si	1.281	6.761	12.232	0.002	-0.005	-0.029
Si	4.102	9.612	12.414	-0.03	-0.034	-0.034
Si	1.401	12.223	12.137	0.021	-0.009	-0.024
Si	4.129	15.133	12.156	-0.005	0.037	-0.023
Si	6.866	1.363	12.184	0.01	0.008	-0.03
Si	9.643	4.017	12.091	0.019	-0.029	-0.039
Si	6.779	6.888	12.241	-0.006	0.024	-0.01
Si	9.452	9.546	12.367	0.008	0.018	0.012
Si	6.784	12.22	12.416	0.008	-0.023	0.034
Si	9.622	14.975	12.37	-0.024	-0.063	0.009
Si	12.32	1.312	12.264	0.005	0.022	-0.004
Si	14.98	4.001	12.257	0.024	0.003	-0.028
Si	12.277	6.891	12.2	-0.014	-0.004	-0.016
Si	14.953	9.569	12.278	-0.011	-0.002	0.027
Si	12.301	12.348	12.323	0.004	0.01	-0.038
Si	15.012	14.979	11.934	0.006	0	-0.057
Si	0.026	2.697	13.713	-0.039	-0.005	0.071
Si	2.921	0.25	13.611	0.048	0.027	0.045
Si	16.226	8.095	13.588	-0.017	-0.03	0.036
Si	2.57	5.429	13.688	-0.021	-0.01	0.083
Si	0.036	13.697	13.272	0.011	0.028	0.057
Si	2.656	11.031	13.729	0.044	-0.015	0.035
Si	5.496	2.787	13.475	-0.027	-0.009	0.05
Si	8.204	0.014	13.634	-0.029	0.008	0.05
Si	5.452	8.154	13.772	-0.012	0.026	0.049
Si	8.325	5.509	13.291	0.063	0.027	-0.008
Si	5.371	13.746	13.553	-0.009	-0.013	0.027
Si	8.092	10.827	13.901	-0.018	-0.01	0.026
Si	10.939	2.67	13.596	0.014	-0.003	0.052
Si	13.818	16.238	13.434	-0.019	0.021	0.082
Si	10.955	8.235	13.645	0.018	0.04	0.017
Si	13.633	5.473	13.483	0.024	0.01	0.05
Si	11.013	13.7	13.825	0.015	-0.019	0.053
Si	13.723	11.029	13.682	0.007	0.017	0.049
Si	0.957	4.357	15.115	0.181	-0.127	-0.777
Si	4.635	1.287	15.048	-0.398	0.156	-0.699
Si	1.437	9.306	14.813	-0.103	0.208	-0.694
Si	3.686	7.08	14.905	0.204	-0.195	-0.79
Si	1.413	15.088	14.509	0.061	0.059	-0.537
Si	3.59	12.937	14.871	0.002	-0.276	-0.812
Si	7.103	4.055	14.548	-0.186	0.124	-0.718
Si	9.24	1.692	14.916	0.37	-0.365	-0.677
Si	6.638	9.446	15.389	0.235	0.03	-0.874
Si	9.858	6.481	14.743	0.012	0.29	-0.863
Si	6.639	15.178	14.935	0.136	-0.194	-0.77
Si	9.786	12.06	15.033	-0.192	0.166	-0.844
Si	12.105	4.314	14.76	0.051	-0.192	-0.742
Si	15.472	0.816	14.847	-0.02	0.199	-0.808
Si	12.076	9.903	14.926	0.108	-0.162	-0.838
Si	15.018	6.591	15.006	-0.027	0.154	-0.756
Si	12.811	14.843	15.004	-0.31	-0.001	-0.758
Si	15.035	12.658	14.87	-0.071	-0.239	-0.697
Si	0.406	11.073	16.993	-0.018	0.023	-0.154
Si	0.679	6.813	28.537	0.154	0.041	0.176
Si	5.541	2.208	17.822	0.056	0.112	-0.232
Si	2.437	6.638	21.383	-0.064	0.038	-0.197
Si	10.227	12.313	23.908	-0.118	0.044	-0.077
Si	2.959	11.046	18.765	-0.013	0.031	-0.276
Si	14.363	7.306	29.928	0.033	-0.015	0.15
Si	3.748	12.909	23.035	0.047	0.016	0.037
Si	13.972	5.8	24.47	-0.114	-0.017	-0.102
Si	13.835	2.049	29.023	-0.023	0.005	0.218
Si	13.97	10.283	30.397	0.081	-0.007	0.178
Si	7.822	13.852	25.13	0.025	-0.04	-0.004
Si	4.58	5.181	24.533	0.035	-0.04	-0.125
Si	10.907	8.823	26.839	-0.015	-0.11	0.2
Si	6.575	13.419	22.341	0.084	-0.084	-0.246
Si	10.709	7.517	18.926	0.114	0.006	-0.318
Si	6.817	5.602	22.59	-0.055	-0.04	-0.076
Si	12.244	13.85	28.071	-0.043	-0.068	0.127
Si	1.36	15.917	20.612	-0.012	0.107	-0.195
Si	15.162	14.301	27.184	-0.126	0.027	0.03
Si	15.037	10.39	24.847	-0.097	-0.049	-0.083
Si	14.874	6.965	32.901	-0.019	-0.013	0.156
Si	8.525	2.07	17.717	-0.094	0.115	-0.243
Si	14.116	10.585	21.864	0.047	0.066	-0.158
Si	12.934	3.788	26.476	-0.068	-0.089	0.175
Si	11.1	4.653	19.812	0.167	-0.018	-0.182
Si	15.413	4.843	19.053	-0.039	-0.029	-0.218
Si	7.082	4.652	17.48	0.003	-0.027	-0.01
Si	3.996	12.041	32.879	0.085	-0.046	0.329
Si	2.102	2.041	31.645	0.05	0.028	0.256
Si	3.464	8.465	28.535	-0.084	-0.109	0.154
Si	5.31	11.698	17.059	0.088	-0.092	-0.232
Si	12.282	11.374	26.041	-0.042	0.099	0.128
Si	2.478	11.188	28.618	0.015	0.041	0.114
Si	16.014	11.997	29.106	-0.081	-0.067	0.23
Si	14.724	15.938	19.854	0.013	0.033	-0.08
Si	13.248	8.152	17.221	0.089	-0.116	-0.231
Si	6.54	8.654	21.709	-0.092	-0.061	-0.165
Si	11.952	0.181	32.011	0.044	-0.027	0.341
Si	10.639	14.682	22.098	0.015	0.095	-0.151
Si	12.005	6.159	28.319	0.051	-0.04	0.152
Si	5.753	4.025	27.086	-0.117	-0.062	0.141
Si	0.276	12.894	25.212	-0.067	0.029	0.053
Si	4.936	1.293	32.273	-0.011	0.017	0.247
Si	2.055	1.722	27.535	-0.053	0.177	0.241
Si	0.056	15.109	23.298	-0.058	0.105	-0.112
Si	9.582	4.652	23.78	-0.084	0	-0.196
Si	5.268	7.714	30.808	0.103	0.201	0.246
Si	8.633	13.508	20.203	-0.095	-0.073	-0.198
Si	9.144	0.748	23.129	0.134	0.048	-0.18
Si	8.217	7.423	17.297	-0.193	-0.013	-0.174
Si	11.215	7.274	24.253	0.155	-0.021	-0.109
Si	1.656	13.071	20.79	0.005	-0.076	-0.347
Si	9.909	2.041	20.454	0.014	-0.04	-0.207
Si	12.771	3.073	31.752	0.142	-0.058	0.226
Si	12.138	8.344	21.482	0.149	-0.169	-0.173
Si	3.317	6.42	17.795	-0.076	0.01	-0.229
Si	12.924	3.418	17.646	0.068	0.001	-0.138
Si	10.573	4.85	30.79	0.02	0.012	0.189
Si	6.645	2.639	30.538	0.097	0.045	0.187
Si	6.734	12.246	27.548	0.027	-0.041	0.1
Si	4.986	4.996	29.728	0.076	-0.038	0.256
Si	9.086	10.443	28.597	-0.035	0.051	0.189
Si	4.441	9.941	23.705	0.04	-0.051	-0.078
Si	8.266	11.095	21.849	-0.017	0.055	-0.18
Si	9.331	11.74	32.609	-0.112	0.041	0.21
Si	0.707	7.202	18.889	0.007	-0.086	-0.151
Si	3.437	1.847	19.856	0.014	0.102	-0.186
Si	13.607	5.638	21.417	0.018	0.129	-0.274
Si	2.524	7.498	24.168	0.056	-0.154	-0.165
Si	12.473	0.775	21.593	-0.072	0.044	-0.103
Si	16.147	7.602	25.65	-0.006	-0.021	0.093
Si	4.299	4.196	21.804	0.052	-0.079	-0.144
Si	5.05	1.044	27.068	0.018	0.065	0.099
Si	8.106	9.208	31.237	-0.037	-0.035	0.294
Si	0.289	0.614	29.773	-0.08	0.1	0.257
Si	4.48	10.373	26.712	-0.059	-0.065	0.098
Si	9.385	6.888	32.735	0.048	0.029	0.239
Si	6.45	3.737	33.098	-0.107	-0.01	0.039
Si	7.358	0.499	25.393	-0.032	-0.032	-0.008
Si	0.355	14.202	30.976	0.009	0.08	0.129
Si	4.883	14.623	28.241	0.013	-0.045	0.049
Si	0.632	16.317	25.854	-0.001	-0.05	-0.023
Si	2.08	4.227	29.347	0.007	-0.157	0.22
Si	15.289	9.633	19.108	-0.139	-0.055	-0.274
Si	1.826	3.797	18.111	-0.125	0.157	-0.301
Si	4.198	8.402	19.847	0.019	0.075	-0.226
Si	0.018	9.608	32.36	0.025	0.065	0.124
Si	9.339	2.528	29.08	-0.002	-0.023	0.225
Si	7.931	13.347	17.185	-0.086	0.048	-0.348
Si	11.319	0.08	29.173	0.009	0.063	0.162
Si	2.815	9.208	32.212	0.048	-0.106	0.12
Si	14.958	13.456	21.427	0.059	-0.021	-0.077
Si	13.525	0.544	17.148	-0.073	0.012	-0.393
Si	11.349	11.868	30.271	-0.093	0.05	0.217
Si	11.494	2.462	23.93	0.129	0.01	-0.05
Si	8.522	3.169	26.367	-0.006	-0.047	0.088
Si	14.574	15.328	32.968	-0.129	0.06	0.158
Si	2.789	14.087	25.838	-0.011	0.045	0.01
Si	3.288	13.628	30.532	-0.098	-0.072	0.284
O	12.745	1.815	17.756	-0.331	-0.181	0.491
O	14.871	5.115	20.552	0.361	-0.202	0.585
O	5.507	6.094	30.815	0.446	-0.171	0.168
O	7.87	15.338	25.796	0.267	-0.052	0.575
O	2.167	2.345	33.233	-0.025	-0.108	-0.232
O	5.201	2.681	33.112	-0.462	0.134	0.397
O	2.985	12.836	33.85	-0.267	0.02	-0.337
O	1.358	9.326	31.48	-0.02	0.16	-0.485
O	13.606	14.325	33.809	-0.44	-0.065	-0.237
O	13.693	3.041	33.11	0.5	0.128	-0.282
O	3.395	5.132	29.553	-0.07	0.241	0.172
O	5.31	11.539	33.678	0.182	0.43	-0.36
O	7.36	14.057	21.069	-0.266	0.439	0.003
O	8.131	11.689	28.172	0.234	0.253	0.056
O	10.308	11.035	33.674	-0.162	0.229	-0.325
O	13.546	16.156	32.039	0.072	0.221	-0.689
O	5.661	5.126	28.267	0.37	0.321	-0.295
O	8.533	12.935	33.387	-0.212	-0.057	-0.309
O	7.068	14.063	23.725	-0.228	0.192	0.077
O	4.306	13.049	31.657	0.614	0.179	-0.193
O	1.309	14.878	34.522	-0.057	0.116	-0.209
O	1.334	7.818	25.183	0.304	0.356	0.452
O	6.912	11.831	22.362	-0.569	-0.384	0.085
O	15.912	8.185	32.961	0.206	-0.265	0.403
O	4.988	13.621	22.269	-0.048	0.278	-0.48
O	15.428	0.029	33.903	-0.212	0.427	-0.136
O	3.541	1.295	31.449	0.091	-0.444	-0.436
O	10.589	6.546	33.794	0.189	0.321	-0.279
O	6.145	1.232	31.185	0.255	-0.581	-0.328
O	9.477	1.438	34.434	-0.154	0.129	-0.238
O	6.775	9.406	34.449	0.148	0.088	-0.349
O	9.998	14.252	20.666	0.411	0.247	-0.29
O	12.293	4.881	20.871	-0.045	-0.339	0.216
O	9.069	6.805	16.096	0.125	-0.113	0.245
O	8.286	4.925	22.823	0.058	-0.091	-0.08
O	2.65	8.304	15.254	-0.014	0.247	0.426
O	16.143	5.484	15.503	0.09	0.001	0.523
O	1.263	6.62	20.287	-0.077	-0.119	0.399
O	11.402	1.421	20.554	0.194	0.145	-0.17
O	6.03	5.714	24.014	0.352	0.13	0.23
O	16.292	0.044	19.919	0.055	0.391	-0.275
O	2.984	4.917	18.266	0.323	-0.053	0.2
O	0.831	1.106	31.245	-0.147	-0.217	0.047
O	4.416	12.751	16.249	0.114	0.438	0.12
O	7.324	14.548	16.281	-0.014	0.095	0.527
O	15.359	9.022	25.647	-0.078	-0.001	0.298
O	4.804	1.474	19.06	0.215	-0.538	0.34
O	11.687	4.056	18.436	-0.41	0.16	-0.219
O	13.664	8.767	29.941	-0.3	-0.069	-0.475
O	5.562	16.318	15.393	-0.139	-0.065	0.282
O	8.744	11.903	20.507	0.523	-0.332	-0.434
O	15	10.084	20.611	0.168	0.08	0.194
O	15.339	6.625	24.655	0.147	0.005	-0.178
O	2.385	13.99	15.292	-0.067	-0.072	0.282
O	11.244	15.145	28.148	-0.559	-0.078	-0.216
O	0.684	13.751	23.911	0.369	-0.066	-0.355
O	12.045	12.73	26.915	-0.079	0.068	-0.18
O	0.09	12.813	21.119	-0.08	-0.193	-0.076
O	1.468	3.697	16.524	-0.006	-0.409	0.09
O	11.201	8.424	20.164	0.074	0.482	-0.001
O	1.779	14.475	19.983	0.351	-0.188	-0.667
O	15.222	13.581	25.734	-0.435	0.165	-0.42
O	12.768	9.366	16.285	0.023	0.128	0.56
O	6.94	7.094	21.944	0.32	-0.054	-0.055
O	12.576	15.852	16.291	-0.339	0.009	0.525
O	13.902	13.694	15.475	-0.09	-0.075	0.327
O	11.274	7.893	22.764	-0.332	0.25	0.046
O	13.594	2.967	30.354	0.527	0.524	-0.158
O	11.43	7.529	27.669	-0.151	0.118	-0.069
O	15.933	7.48	29.553	0.061	0.351	0.347
O	8.409	3.711	17.678	0.563	0.365	0.329
O	6.649	4.792	15.921	-0.472	0.236	0.08
O	14.487	14.357	20.169	-0.484	-0.227	-0.503
O	13.9	0.596	20.855	0.131	0.384	0.14
O	13.346	7.25	21.271	0.452	0.046	0.116
O	8.114	2.858	14.974	-0.162	0.071	0.262
O	6.781	12.235	17.394	0.217	-0.193	0.187
O	14.152	7.163	16.284	-0.244	-0.191	0.479
O	10.306	1.359	24.088	-0.182	-0.179	0.317
O	12.684	6.759	24.714	0.033	0.191	0.159
O	2.605	0.594	20.438	0.259	-0.177	0.073
O	10.004	3.651	20.42	-0.26	0.354	0.192
O	5.499	10.37	16.134	-0.223	0.033	0.079
O	3.903	2.815	21.07	0.179	-0.176	0.475
O	16.007	15.673	27.018	-0.21	0.133	0.524
O	1.933	11.306	17.519	0.421	0.314	0.009
O	12.202	9.455	34.526	0.005	-0.095	-0.271
O	10.374	6.042	19.476	-0.461	-0.148	-0.12
O	1.867	7.16	17.76	-0.16	0.168	-0.229
O	7.229	3.635	31.685	0.561	0.521	-0.353
O	3.454	1.157	26.988	-0.062	-0.129	-0.423
O	9.47	5.639	31.697	-0.41	-0.362	-0.358
O	2.041	15.523	25.652	0.332	0.282	-0.24
O	11.189	16.045	33.364	0.029	-0.374	-0.255
O	11.036	5.793	29.564	0.034	0.195	-0.044
O	14.2	16.075	18.347	0.207	-0.431	-0.095
O	9.052	1.564	21.736	-0.532	0.041	0.017
O	9.502	15.528	22.877	-0.244	-0.224	0.102
O	9.193	12.692	16.414	0.115	-0.152	0.282
O	0.483	4.041	18.985	0.054	-0.291	0.49
O	10.32	12.323	31.453	-0.032	0.523	-0.054
O	2.463	13.218	22.153	-0.118	0.002	0.355
O	2.304	11.844	19.986	-0.215	-0.33	0.198
O	7.3	8.59	16.627	0.179	0	0.617
O	14.316	4.005	18.224	-0.008	-0.188	0.085
O	0.278	8.72	19.107	0.259	0.299	0.109
O	13.691	14.531	27.786	0.052	0.575	0.147
O	9.508	9.447	27.388	-0.134	-0.289	-0.309
O	1.962	14.265	31.236	0.111	0.53	0.183
O	9.3	8.23	31.804	0.301	0.26	-0.134
O	0.309	16.053	15.299	0.115	0.078	0.343
O	5.659	9.205	22.945	0.136	-0.22	0.282
O	10.962	5.383	15.219	0.037	-0.116	0.365
O	9.306	8.073	18.316	-0.185	0.609	0.36
O	15.759	6.311	18.44	-0.427	0.172	-0.474
O	9.273	13.179	24.893	0.177	0.16	0.159
O	9.462	1.449	16.527	0.238	-0.334	0.411
O	6.994	1.516	17.573	-0.141	-0.421	-0.145
O	7.704	0.816	23.844	-0.443	0.219	-0.433
O	5.677	8.85	20.326	0.57	0.175	-0.306
O	2.46	2.467	18.727	-0.079	-0.348	0.125
O	10.703	8.381	25.301	-0.196	0.333	-0.301
O	12.572	10.962	30.858	0.103	0.04	0.604
O	3.335	10.72	32.272	-0.369	0.041	-0.328
O	2.189	3.246	28.055	0.251	0.069	-0.362
O	3.571	13.538	24.522	0.273	-0.179	-0.023
O	14.765	10.12	23.27	0.343	-0.306	0.148
O	9.205	3.753	25.055	-0.118	-0.277	-0.141
O	16.098	12.225	16.046	0.089	0.421	0.322
O	8.332	9.515	29.678	-0.181	-0.106	-0.611
O	1.552	13.081	26.2	-0.08	-0.228	0.273
O	7.76	2.347	29.427	-0.234	-0.145	-0.5
O	7.608	3.365	34.124	0.054	0.427	-0.157
O	12.046	4.925	27.254	-0.202	-0.007	-0.256
O	9.394	11.255	23	0.162	-0.498	0.289
O	6.617	8.502	31.299	0.065	0.047	0.391
O	4.075	6.8	34.508	0.087	0.025	-0.2
O	10.456	11.033	29.222	0.242	0.137	-0.329
O	9.965	3.474	30.215	-0.167	-0.118	0.023
O	5.849	5.162	33.549	0.249	0.383	-0.428
O	1.048	15.743	22.194	0.13	0.144	0.348
O	11.001	13.357	22.939	0.267	-0.165	0.013
O	1.843	6.814	22.86	-0.278	-0.29	0.135
O	4.32	7.16	18.816	0.675	-0.298	0.27
O	4.789	7.916	29.274	0.128	-0.155	-0.438
O	3.219	8.905	23.832	-0.144	0.346	-0.273
O	4.047	6.434	16.359	0.472	-0.201	0.263
O	14.341	6.644	31.415	-0.098	-0.529	-0.291
O	8.415	13.831	18.638	0.255	0.533	0.358
O	14.639	11.149	29.195	-0.283	-0.022	-0.317
O	9.484	3.284	27.659	0.431	0.473	-0.201
O	12.875	3.804	16.086	0.25	0	0.022
O	1.921	3.363	30.715	-0.073	0.379	-0.019
O	10.069	1.089	28.992	-0.349	-0.101	-0.35
O	10.836	3.775	23.19	0.117	0.112	-0.356
O	11.859	4.412	31.683	0.012	0.463	0.082
O	14.689	1.191	16.218	0.302	0.412	0.44
O	4.574	2.063	16.499	-0.112	0.089	0.17
O	3.957	11.304	22.994	-0.107	-0.113	-0.178
O	15.086	10.226	31.569	-0.223	0.097	0.149
O	12.084	4.384	34.528	-0.073	0.058	-0.074
O	0.52	9.718	16.111	-0.461	-0.479	0.41
O	14.067	8.804	18.451	-0.203	-0.023	0.434
O	3.424	7.899	21.166	-0.099	0.402	0.692
O	5.767	0.719	25.641	-0.163	-0.15	-0.47
O	13.885	5.243	22.953	-0.063	-0.257	0.07
O	5.854	3.795	18.158	-0.228	0.432	0.279
O	2.842	12.451	29.527	-0.111	-0.075	-0.162
O	4.7	4.389	25.926	-0.547	-0.014	-0.037
O	15.646	5.71	33.558	-0.006	-0.378	-0.202
O	11.978	10.038	26.905	0.51	-0.027	0.234
O	10.911	10.939	15.434	-0.158	0.066	0.445
O	11.288	11.476	24.774	0.268	-0.224	-0.232
O	11.951	15.607	21.949	0.331	-0.348	0.201
O	5.867	4.657	21.635	0.322	0.101	-0.449
O	12.062	13.108	29.507	0.421	0.108	-0.005
O	13.517	6.398	28.891	0.32	-0.501	-0.457
O	1.552	0.827	28.788	0.188	-0.082	-0.046
O	0.887	5.278	29.04	-0.52	-0.218	0.098
O	5.747	10.959	27.533	0.213	-0.191	0.408
O	16.161	16.233	24.444	-0.404	0.582	-0.291
O	3.228	9.504	19.166	-0.221	-0.093	0.231
O	0.04	12.679	30.527	-0.049	-0.37	0.344
O	16.27	6.912	27.105	-0.508	-0.408	-0.036
O	15.326	1.423	29.215	-0.066	0.318	-0.143
O	4.024	8.848	27.06	-0.118	-0.414	-0.647
O	0.016	11.34	24.935	0.312	-0.386	0.1
O	3.878	14.23	27.024	0.067	-0.312	-0.07
O	4.471	11.512	18.416	0.298	-0.025	0.494
O	5.467	16.125	28.02	0.228	0.143	0.119
O	1.2	4.223	34.557	-0.028	0.299	-0.444
O	2.442	8.65	33.682	-0.202	0.343	-0.228
O	11.797	1.784	31.883	-0.352	0.158	-0.064
O	2.137	7.537	28.503	0.002	0.042	0.103
O	0.869	11.049	28.554	-0.29	-0.337	-0.526
O	13.792	11.174	25.508	0.075	0.108	-0.018
O	13.677	2.899	27.634	0.44	-0.058	-0.062
O	12.099	2.854	25.403	-0.256	-0.194	0.003
O	15.884	13.242	28.132	0.403	0.208	-0.074
O	4.904	10.412	25.176	0.507	0.151	0.039
O	15.707	14.46	32.227	0.31	-0.349	0.021
O	15.679	10.916	18.202	-0.416	0.353	0.371
O	5.523	2.5	27.595	0.132	-0.124	0.186
O	15.014	14.571	22.621	-0.522	0.145	0.188
O	6.046	13.481	28.369	0.125	0.065	0.171
O	8.145	1.6	26.28	0.36	-0.158	0.128
O	4.077	14.709	29.645	0.171	0.629	0.311
O	3.977	8.221	31.664	0.125	-0.037	0.065
O	4.023	4.144	23.407	-0.484	-0.337	0.207
O	7.37	6.186	17.969	-0.003	0.219	0.539
O	3.592	6.437	24.759	-0.11	0.261	0.556
O	6.809	14.77	34.316	-0.038	0.1	-0.484
O	7.895	9.547	21.573	0.536	-0.399	-0.301
O	9.172	1.566	19.101	0.22	-0.592	0.214
O	3.193	11.273	27.159	-0.191	0.391	-0.464
O	14.955	12.236	34.562	0.123	0.108	-0.634
O	0.383	10.608	33.582	0.412	0.271	-0.287
O	12.568	1.755	22.904	0.541	0.276	0.285
O	8.124	7.167	33.736	-0.304	-0.479	-0.072
O	12.714	0.883	28.968	0.125	-0.275	-0.279
O	0.983	1.497	26.329	-0.242	0.515	-0.298
O	5.016	0.105	33.368	-0.289	-0.343	-0.261
O	10.145	6.078	24.249	-0.422	0.085	0.231
O	13.987	12.208	21.778	-0.503	0.18	0.249
O	16.291	15.366	29.908	-0.245	0.002	-0.369
O	3.071	9.843	29.303	-0.099	0.21	0.54
O	8.273	10.634	32.033	-0.616	0.057	-0.265
O	11.293	15.84	30.701	-0.086	-0.744	-0.053
O	13.991	4.591	25.546	0.508	-0.103	0.131
O	6.995	12.828	26.064	-0.427	0.013	-0.161
O	11.926	7.422	17.829	-0.186	-0.488	-0.19
O	7.243	4.119	26.529	0.02	0.422	-0.363
O	13.615	7.38	33.817	-0.344	-0.063	-0.111
O	12.69	9.843	21.728	-0.575	0.502	-0.029
O	5.298	3.46	30.147	-0.56	-0.136	-0.006
O	3.298	5.3	21.192	0.119	-0.271	-0.275

Results
total energy: -137262.955 eV
total energy less fixed offsets of O -438.35, Si -107.03 eV per atom: 9.125 eV
